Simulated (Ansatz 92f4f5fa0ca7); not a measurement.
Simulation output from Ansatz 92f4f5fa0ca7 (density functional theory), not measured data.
Periodic cell of 224 atoms, Si133O90H1, from a study of silicon, its oxide and their interface. The atomic structure is a simulated model.
Doubt: the cutoff is far below the 930 eV that the study's wrapper takes by default for these files, so forces and energies are approximate.
This geometry differs little from another in the collection (a relaxation step or a small displacement).

Settings: functional PBE; potential files Ansatz PAW; basis plane waves; wave-function cutoff 580 eV; density cutoff ratio 5; exchange-correlation grid ratio 1; k mesh 1 x 1 x 1, Gamma-centred; self-consistency stop 5e-08 eV per atom in the density residual; occupations fixed; spin none; net charge +1 e, with a uniform compensating background and no finite-size correction.

Cell vectors (angstrom)
a  10.938  0  0
b  0  10.938  0
c  0  0  32.3609

Atoms and the computed forces on them: element, x, y, z (angstrom), force x, y, z (eV/angstrom)
Si  0.3474  -0.2954  24.768  -0.0115  0.0047  -0.0028
Si  5.2937  0.2909  25.0705  0.0265  -0.0208  0.0401
Si  3.0774  2.4737  25.0289  -0.0158  0.0134  -0.1599
Si  7.9499  2.9321  25.0214  0.016  -0.0186  -0.0306
Si  -0.1981  5.6656  24.8033  0.0142  -0.0227  0.0111
Si  5.7645  5.1736  24.9169  -0.0163  0.0006  -0.0048
Si  2.6248  8.4059  24.6652  0.0158  -0.0002  0.0293
Si  8.5022  7.9009  24.8429  0.0015  0.0013  0.0091
Si  1.4118  1.2944  26.1871  -0.0076  -0.0023  0.0056
Si  6.8404  1.4071  26.3961  -0.0071  -0.0083  -0.0115
Si  4.1764  4.0925  26.2928  0.0057  0.0229  -0.0031
Si  9.6076  4.1116  26.1965  0  0.008  -0.0067
Si  1.425  6.8471  26.0741  -0.0094  0.0099  -0.0068
Si  6.9038  6.7976  26.1925  -0.0024  0.0033  0.0036
Si  4.1055  9.5334  26.1686  -0.0056  0.0071  -0.0099
Si  9.6555  9.531  26.1249  0.0035  0.0023  0.0005
Si  2.7555  -0.0468  27.5885  0.0139  -0.0005  0.0021
Si  8.2652  -0.0499  27.5621  -0.001  -0.0002  0.0032
Si  0.0268  2.7021  27.5388  0.0023  -0.0021  0.0113
Si  5.4709  2.7497  27.6932  0.0019  -0.011  0.0174
Si  2.7345  5.4829  27.5404  0.0082  -0.0127  0.0068
Si  8.235  5.4463  27.5985  -0.0019  -0.0049  0.0043
Si  0.0503  8.1737  27.5445  -0.0019  0.0019  -0.0003
Si  5.4932  8.1759  27.5369  0.0026  -0.0018  0.0073
Si  4.1018  1.3673  28.9426  -0.2319  -0.2659  0.3924
Si  9.5708  1.3673  28.9426  0.1683  -0.0976  -0.141
Si  1.3673  4.1018  28.9426  0.0324  -0.0199  -0.3137
Si  6.8362  4.1018  28.9426  0.2956  0.2631  0.6222
Si  4.1018  6.8362  28.9426  0.0245  0.0124  -0.2179
Si  9.5708  6.8362  28.9426  0.2284  0.0359  -0.0215
Si  1.3673  9.5708  28.9426  0.007  -0.1689  0.0995
Si  6.8362  9.5708  28.9426  0.1113  -0.1529  -0.2463
Si  0  0  30.3099  0.0155  0.0176  -0.0167
Si  5.469  0  30.3099  -0.0353  0.0723  -0.0137
Si  2.7345  2.7345  30.3099  -0.011  -0.0505  0.0034
Si  8.2035  2.7345  30.3099  -0.0527  0.0735  -0.0041
Si  0  5.469  30.3099  -0.0588  0.035  -0.0127
Si  5.469  5.469  30.3099  0.0654  0.0183  0.0047
Si  2.7345  8.2035  30.3099  -0.0312  0.0576  -0.017
Si  8.2035  8.2035  30.3099  -0.0014  0.0134  -0.0159
Si  1.3673  1.3673  31.6771  -0.0227  -0.0059  -0.0024
Si  6.8362  1.3673  31.6771  0.0432  -0.0652  -0.0161
Si  4.1018  4.1018  31.6771  0.0217  0.0036  -0.0201
Si  9.5708  4.1018  31.6771  0.032  -0.0422  -0.0168
Si  1.3673  6.8362  31.6771  0.0886  -0.0336  -0.026
Si  6.8362  6.8362  31.6771  -0.018  -0.0103  -0.0097
Si  4.1018  9.5708  31.6771  0.001  -0.0444  -0.0235
Si  9.5708  9.5708  31.6771  -0.0124  0.0233  -0.0165
Si  2.7345  0  0.6835  0.0589  -0.0054  -0.0137
Si  8.2035  0  0.6835  -0.0551  0.0496  0.0067
Si  0  2.7345  0.6835  -0.0208  0.0221  0.0477
Si  5.469  2.7345  0.6835  -0.0441  0.0449  0.0382
Si  2.7345  5.469  0.6835  -0.0878  0.0381  0.0009
Si  8.2035  5.469  0.6835  0.0099  -0.012  -0.0178
Si  0  8.2035  0.6835  -0.0239  0.0092  0.0306
Si  5.469  8.2035  0.6835  0.0293  0.0215  0.043
Si  4.1018  1.3673  2.0507  -0.1135  -0.1456  0.018
Si  9.5708  1.3673  2.0507  -0.0165  -0.147  -0.0108
Si  1.3673  4.1018  2.0507  0.1445  0.0386  -0.0057
Si  6.8362  4.1018  2.0507  0.0624  0.0598  0.0234
Si  4.1018  6.8362  2.0507  -0.0289  -0.0667  0.015
Si  9.5708  6.8362  2.0507  -0.1294  -0.106  0.0047
Si  1.3673  9.5708  2.0507  0.0711  0.0801  0.0019
Si  6.8362  9.5708  2.0507  0.099  0.0415  0.0117
Si  0  0  3.418  -0.0253  0.3011  -0.3565
Si  5.469  0  3.418  0.0578  0.1819  0.0048
Si  2.7345  2.7345  3.418  -0.2449  0.111  -0.1189
Si  8.2035  2.7345  3.418  -0.1224  0.1082  0.3588
Si  0  5.469  3.418  -0.1992  -0.1914  0.139
Si  5.469  5.469  3.418  -0.0121  -0.0825  0.1399
Si  2.7345  8.2035  3.418  0.0379  0.0291  0.0188
Si  8.2035  8.2035  3.418  -0.0602  -0.0496  -0.2968
Si  1.2242  1.4956  4.7725  -0.0056  -0.0004  -0.0083
Si  6.7996  1.3913  4.825  0.0021  0.0026  -0.0029
Si  4.1337  4.0299  4.794  0.0003  0.005  0
Si  9.5367  4.1148  4.8505  0.0078  -0.0041  -0.005
Si  1.3655  6.8215  4.7668  0.0039  -0.0005  -0.0032
Si  6.7892  6.9002  4.7822  0.0103  -0.0044  0.0032
Si  4.0752  9.6198  4.7735  -0.0063  0.0074  0.0018
Si  9.6099  9.5437  4.7206  -0.0083  0.0164  -0.0039
Si  2.6637  0.1364  5.9777  0.0034  -0.009  -0.0052
Si  8.184  -0.0771  6.0301  0.0015  -0.0092  -0.0073
Si  -0.1753  2.7246  6.3761  0.001  -0.0023  -0.0089
Si  5.4362  2.6851  6.3383  -0.0051  -0.0016  0.0005
Si  2.6689  5.3621  6.0659  0.0053  -0.0013  -0.0056
Si  8.1593  5.5339  6.1537  -0.0023  0.0128  -0.0062
Si  0.0383  8.2178  6.1243  -0.0201  -0.0304  -0.0131
Si  5.3851  8.2523  6.191  -0.0288  -0.0176  -0.0202
Si  3.6686  1.5557  7.5617  0.0043  -0.0032  -0.0143
Si  9.6266  0.8978  7.5929  0.0064  0.0083  -0.0034
Si  1.5288  3.903  7.5546  -0.0033  -0.0018  -0.0154
Si  6.5291  4.4604  7.4816  -0.0095  0.0021  -0.0067
Si  4.1876  6.5818  7.3292  0.0053  0.0038  -0.0099
Si  9.3571  7.1472  7.4255  -0.0056  0.0026  -0.0217
Si  1.187  9.8932  7.307  0.0157  0.0445  0.0304
Si  7.0695  9.3581  7.4285  0.0375  0.0199  0.0109
O  9.6111  6.7818  24.3003  -0.0106  0.0069  -0.0076
O  4.1842  1.3664  24.4691  -0.0502  0.0505  0.0012
O  8.1896  8.2218  7.9013  0.0056  -0.004  0.0083
O  2.643  2.7737  8.0449  0.004  0.0018  0.0116
O  6.8644  4.0345  24.419  0.0011  0.0001  -0.003
O  1.4715  9.5319  24.215  -0.0066  0.0109  -0.0093
O  5.3606  5.5571  7.8688  0.0001  -0.0035  0.0053
O  0.0046  -0.0439  7.8664  0.0038  -0.0149  -0.0053
O  7.1193  4.07  8.9704  0.0048  -0.0017  0.0111
O  6.7016  10.2212  8.8225  -0.0042  0.0048  0.0082
O  10.1466  6.6797  8.8091  0.001  0.0021  0.0055
O  2.0587  9.5532  8.6673  -0.0047  -0.0029  -0.0113
O  3.8887  0.6349  8.9508  -0.0005  -0.0032  0.0081
O  1.0521  4.7104  8.9372  -0.002  0.0041  0.007
O  8.8734  0.8156  9.1074  -0.007  -0.0031  0.0087
O  3.3698  7.1188  8.6513  -0.0118  -0.0085  -0.0132
O  7.7808  8.5292  23.4915  0.0043  -0.0062  -0.0038
O  8.549  2.0831  23.7563  0.008  -0.0066  0.0016
O  5.1098  5.7879  23.5386  0.0019  0.002  -0.0019
O  2.4865  3.226  23.6992  -0.0352  0.0567  0.0134
O  10.6243  0.4205  23.4227  -0.0092  0.0061  -0.011
O  0.4357  4.9443  23.4435  0.0226  -0.0217  -0.0276
O  3.3866  7.7982  23.289  0.0025  -0.0068  -0.0167
O  6.1661  10.6577  23.8154  -0.0145  0.0073  -0.0041
Si  9.5756  2.5362  19.9465  -0.0027  0.001  0.0049
Si  5.5978  6.6998  19.6601  -0.0007  -0.005  -0.0144
Si  7.9958  3.42  14.546  0.0143  0.0113  0.027
Si  13.347  3.2504  13.3509  -0.0104  -0.0043  0.0066
Si  4.6796  1.4312  13.6212  -0.0036  -0.0048  0.0134
Si  5.0319  7.2153  14.3153  0.0046  0.0104  0.0148
Si  4.0307  5.4777  12.2584  -0.0036  0.0045  -0.0013
Si  4.0197  6.4564  22.5402  0.0038  -0.0032  -0.0015
Si  9.5447  10.7893  14.3363  0.0122  0.0836  0.0351
Si  6.8305  5.5384  12.6301  0.0079  0.0124  0.0093
Si  7.3293  1.9139  12.1716  -0.0015  -0.0086  -0.0149
Si  3.3161  13.4969  17.8326  0.0016  -0.0048  -0.0155
Si  7.9948  4.3776  10.2858  -0.002  0.0018  -0.0028
Si  9.1849  7.8032  14.6557  0.0294  0.0762  0.002
Si  7.5545  0.513  18.4937  0.0072  -0.0154  -0.0266
Si  9.7978  5.1614  16.251  0.0034  0.0149  -0.0187
Si  7.6611  9.6622  16.3308  0.0342  -0.006  -0.0509
Si  2.201  11.3529  12.4271  -0.0361  -0.0242  0.0191
Si  7.9944  15.8419  18.797  0.006  0.0031  -0.0198
Si  12.4907  13.4885  20.0817  -0.0073  0.0056  0.0232
Si  -1.6423  1.0793  22.7352  -0.0042  0.0309  0.0091
Si  4.9123  10.0235  15.4063  0.0064  -0.0018  0.0122
Si  2.8611  10.9426  19.2652  -0.0013  0.0053  -0.0229
Si  5.5747  9.6588  20.1288  0.0008  0  -0.0103
Si  10.7476  5.4476  9.6857  0.0065  0.0006  0.007
Si  7.1117  9.8422  22.8018  0.0052  0.0041  -0.0059
Si  6.2817  13.8162  17.0278  -0.0045  -0.0012  -0.0036
Si  -3.123  -0.1755  9.8935  0.0023  -0.0096  0.0027
Si  1.7768  4.282  16.0904  -0.0114  0.0062  -0.0004
Si  -1.6774  9.1452  11.9299  0.0059  0.004  0.0623
Si  1.03  8.9308  14.2705  -0.1005  0.0236  0.089
Si  3.5141  7.6344  10.1705  0.0314  -0.0013  -0.0052
Si  1.7503  4.285  22.7265  0.0343  -0.1223  0.0095
Si  2.5366  9.1406  16.9861  -0.0282  -0.0272  -0.0608
Si  14.0002  10.3549  9.6736  0.0028  0.0016  0.0053
Si  4.0193  6.4067  17.0731  -0.0183  0.0194  -0.0083
Si  11.6931  -3.4927  11.7114  -0.0502  0.0055  0.0466
O  5.1084  6.6928  15.8669  -0.0072  0.0002  -0.0059
O  3.7336  2.6602  14.1211  0.005  -0.0045  -0.0051
O  6.6788  3.2047  15.4744  -0.0028  -0.0002  -0.0028
O  3.9951  10.1104  20.0935  0.0048  0.0004  0.0067
O  4.2982  6.4463  10.9727  -0.0003  -0.0071  0.0037
O  1.3217  3.4039  21.4259  0.0454  0.0449  0.0813
O  4.0977  9.1757  10.2185  0.0094  0.006  0.0003
O  -3.3805  -5.2171  11.1678  -0.0017  -0.0023  0.0004
O  10.6816  -2.2805  11.3537  0.0072  -0.0043  -0.0115
O  9.283  3.7549  15.5199  -0.011  -0.0006  0.0008
O  5.447  4.6945  12.4403  0  -0.0041  -0.0042
O  3.5149  10.164  16.1899  -0.0084  -0.0132  0.003
O  6.401  6.8961  13.4623  -0.0043  -0.003  -0.0033
O  10.2974  9.198  14.71  0.0726  -0.064  0.0093
O  6.0602  9.6081  16.4742  -0.0161  0.0026  0.0048
O  9.8052  6.3896  15.1143  -0.0005  -0.0404  0.0059
O  13.7797  4.3513  12.1974  0.0041  0.0019  -0.0047
O  6.75  1.3591  17.3518  -0.0014  0.0042  0.0066
O  1.5149  8.6746  15.7807  0.0464  0.0317  0.0339
O  1.9634  9.9072  18.3128  0.0065  0.0006  0.0111
O  14.1795  7.7797  17.474  -0.0005  -0.0103  -0.0177
O  4.6957  14.0633  17.2096  0.0008  -0.0031  0.0023
O  8.6854  12.3877  19.132  0.0018  0.0044  0.0046
O  5.8208  2.0666  12.7034  0.0048  0.0042  -0.0027
O  8.2609  2.0835  13.5787  0.0061  -0.0087  -0.0052
O  2.7692  5.4569  22.2444  -0.0113  -0.0313  0.003
O  8.9093  14.9728  19.837  0  -0.0029  0.0041
O  2.0815  10.9348  10.8733  -0.0026  0.0012  -0.0059
O  -3.1023  4.7376  13.6241  -0.006  -0.0047  -0.0032
O  10.6148  11.807  14.9709  -0.0738  0.1666  0.0166
O  7.7974  3.1409  11.2836  -0.0054  -0.0099  0.0041
O  8.782  8.0158  13.0824  -0.0218  -0.0219  -0.0379
O  2.758  14.1996  19.2086  -0.0057  0.0031  0.0071
O  12.4772  4.0475  14.4798  0.0032  0.0023  -0.0029
O  8.2866  10.8294  22.2346  0.0011  0.0036  0.0019
O  13.0513  7.7649  10.9611  0.0237  0.0148  0.0053
O  12.5669  1.9433  12.7019  0.0048  0.0096  -0.0076
O  8.1314  10.6493  15.0957  -0.0275  0.0046  0.0057
O  4.7573  16.891  18.4496  0.0045  0.0009  0.0135
O  8.2953  10.1829  17.7259  -0.0062  0.0152  0.0253
O  5.3082  11.4857  14.8263  -0.0042  0.0059  -0.0053
O  3.7855  0.3773  12.7651  0.02  0.0019  0.0025
O  6.995  14.8189  18.0542  -0.0009  -0.0009  0.0028
O  -1.4915  10.5905  12.7316  -0.0037  0.0102  -0.0326
O  9.7201  1.9998  21.4637  -0.0096  -0.0165  0.0236
O  5.7741  8.283  19.265  0.0001  0.0061  0.01
O  2.9566  5.3238  16.4919  0.0135  0.0075  0.0081
O  -2.5853  -1.557  10.6322  -0.0147  0.0002  -0.0213
O  6.4751  21.8235  19.5483  -0.0074  -0.0041  0.0111
O  11.9187  7.5763  13.365  0.0179  -0.0452  -0.0364
O  6.1193  9.3399  21.6164  -0.0017  -0.0042  -0.0084
O  2.1396  2.8156  16.7164  0.004  -0.001  0.0073
O  7.1012  16.9388  19.6255  -0.0069  0.0026  0.006
O  7.2769  11.5522  11.2196  -0.0035  0.0079  0.0006
O  8.9212  16.4938  17.5743  -0.0058  -0.0056  0.0137
O  1.9536  0.9427  20.2585  -0.0018  0.0072  -0.0019
O  3.7862  -4.483  13.5667  -0.0012  -0.0015  -0.0065
O  8.1504  8.1814  15.8371  -0.0276  -0.0083  0.0198
O  0.211  6.0035  11.1942  0.0003  -0.0086  -0.0042
O  4.807  8.837  14.2784  0.0032  -0.0071  -0.005
O  11.0642  13.5311  19.2724  0.0108  -0.0003  0.0142
O  4.7974  6.6522  21.0914  -0.0033  -0.0016  0.0078
O  1.4904  10.2396  13.4463  0.0353  0.0249  -0.0383
O  11.3306  4.8995  16.6892  0.0025  -0.0046  0.0015
O  3.5944  1.003  18.1941  -0.005  -0.0028  0.0138
O  9.5659  4.3617  9.8981  -0.0069  -0.0032  0.0016
H  10.3811  12.7389  15.1511  0.0327  -0.2105  -0.0412

Results
free energy: -135754.732 eV
free energy less fixed offsets of H -15.97, O -568.88, Si -635.61 eV per atom: -3.432 eV

The program warned: the cutoff lies below the one the program advises for these potential files; the forces do not sum to zero within the program's tolerance; the exchange-correlation potential is rough where the density is thin.
